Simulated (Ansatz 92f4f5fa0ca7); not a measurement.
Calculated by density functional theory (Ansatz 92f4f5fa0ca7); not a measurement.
Periodic cell of 360 atoms, Si240O120, from a study of silicon, its oxide and their interface. The atomic structure is a simulated model.
Doubt: the cutoff is far below the 930 eV that the study's wrapper takes by default for these files, so forces and energies are approximate.
This geometry differs little from another in the collection (a relaxation step or a small displacement).

Settings
functional: PBE
potential files: Ansatz PAW
basis: plane waves
wave-function cutoff: 580 eV
density cutoff ratio: 5
exchange-correlation grid ratio: 1
k mesh: 1 x 1 x 1, Gamma-centred
self-consistency stop: 5e-08 eV per atom in the density residual
occupations: fixed
spin: none
net charge: 0

Cell vectors (angstrom)
a, 11.6015, 0, 0
b, 0, 13.3963, 0
c, 0, 0, 41.155

Atoms: element, x, y, z (angstrom)
Si, 0, 2.2327, 1.1851
Si, 3.8672, 2.2327, 1.1851
Si, 7.7343, 2.2327, 1.1851
Si, 1.9336, 5.5818, 1.1851
Si, 5.8008, 5.5818, 1.1851
Si, 9.6679, 5.5818, 1.1851
Si, 0, 8.9308, 1.1851
Si, 3.8672, 8.9308, 1.1851
Si, 7.7343, 8.9308, 1.1851
Si, 1.9336, 12.2799, 1.1851
Si, 5.8008, 12.2799, 1.1851
Si, 9.6679, 12.2799, 1.1851
Si, 1.9336, 1.1164, 1.9745
Si, 5.8008, 1.1164, 1.9745
Si, 9.6679, 1.1164, 1.9745
Si, 0, 4.4654, 1.9745
Si, 3.8672, 4.4654, 1.9745
Si, 7.7343, 4.4654, 1.9745
Si, 1.9336, 7.8145, 1.9745
Si, 5.8008, 7.8145, 1.9745
Si, 9.6679, 7.8145, 1.9745
Si, 0, 11.1635, 1.9745
Si, 3.8672, 11.1635, 1.9745
Si, 7.7343, 11.1635, 1.9745
Si, 1.9336, 1.1164, 4.3426
Si, 5.8008, 1.1164, 4.3426
Si, 9.6679, 1.1164, 4.3426
Si, 0, 4.4654, 4.3426
Si, 3.8672, 4.4654, 4.3426
Si, 7.7343, 4.4654, 4.3426
Si, 1.9336, 7.8145, 4.3426
Si, 5.8008, 7.8145, 4.3426
Si, 9.6679, 7.8145, 4.3426
Si, 0, 11.1635, 4.3426
Si, 3.8672, 11.1635, 4.3426
Si, 7.7343, 11.1635, 4.3426
Si, 0, 0, 36.8145
Si, 3.8672, 0, 36.8145
Si, 7.7343, 0, 36.8145
Si, 1.9336, 3.3491, 36.8145
Si, 5.8008, 3.3491, 36.8145
Si, 9.6679, 3.3491, 36.8145
Si, 0, 6.6981, 36.8145
Si, 3.8672, 6.6981, 36.8145
Si, 7.7343, 6.6981, 36.8145
Si, 1.9336, 10.0472, 36.8145
Si, 5.8008, 10.0472, 36.8145
Si, 9.6679, 10.0472, 36.8145
Si, 0, 0, 39.1826
Si, 3.8672, 0, 39.1826
Si, 7.7343, 0, 39.1826
Si, 1.9336, 3.3491, 39.1826
Si, 5.8008, 3.3491, 39.1826
Si, 9.6679, 3.3491, 39.1826
Si, 0, 6.6981, 39.1826
Si, 3.8672, 6.6981, 39.1826
Si, 7.7343, 6.6981, 39.1826
Si, 1.9336, 10.0472, 39.1826
Si, 5.8008, 10.0472, 39.1826
Si, 9.6679, 10.0472, 39.1826
Si, 0, 2.2327, 39.972
Si, 3.8672, 2.2327, 39.972
Si, 7.7343, 2.2327, 39.972
Si, 1.9336, 5.5818, 39.972
Si, 5.8008, 5.5818, 39.972
Si, 9.6679, 5.5818, 39.972
Si, 0, 8.9308, 39.972
Si, 3.8672, 8.9308, 39.972
Si, 7.7343, 8.9308, 39.972
Si, 1.9336, 12.2799, 39.972
Si, 5.8008, 12.2799, 39.972
Si, 9.6679, 12.2799, 39.972
Si, -4.2919, 6.3611, 23.7277
Si, 1.1933, 0.6131, 29.5218
Si, 7.6897, 3.6197, 28.2015
Si, -2.7875, 7.6716, 31.0498
Si, 4.3365, 4.8966, 30.8281
Si, 9.3881, 5.8199, 32.7734
Si, 4.5968, 6.6325, 29.2989
Si, -0.9795, 11.2974, 30.5118
Si, 9.7321, 12.097, 32.6673
Si, 3.7699, 8.8411, 32.6193
Si, 9.1487, 10.5557, 24.412
Si, 8.287, 14.9054, 30.2431
Si, 1.4623, 2.6695, 30.7283
Si, 3.8935, 2.4685, 30.8893
Si, 10.7002, -0.2237, 28.884
Si, 1.022, 8.4963, 24.2035
Si, 3.1905, -0.3966, 28.95
Si, 5.0634, 10.8894, 25.8119
Si, -4.5372, 11.0482, 28.3723
Si, 7.0203, 14.468, 27.0738
Si, 3.1968, 8.5132, 30.1864
Si, -0.4577, 12.5994, 25.7865
Si, 9.1623, 18.8683, 26.2412
Si, 10.6358, 14.4551, 23.2627
Si, 4.8566, 0.1889, 30.5436
Si, 3.9556, 2.2458, 33.1975
Si, 7.9044, 2.07, 32.6543
Si, 1.757, 5.5209, 33.0204
Si, 5.5096, 5.4367, 32.8597
Si, 10.8806, 8.8235, 30.7525
Si, -0.0662, 8.8749, 33.0305
Si, 2.5245, 10.7004, 29.163
Si, 7.7475, 8.8168, 32.8662
Si, 1.2387, 11.9562, 30.8318
Si, 1.871, 18.5894, 30.6959
Si, 13.4444, 12.2103, 33.0506
Si, 1.9961, 1.0839, 33.7756
Si, 5.9456, 1.1179, 33.7164
Si, 9.8632, 1.0122, 33.4601
Si, -0.2518, 4.521, 33.6228
Si, 3.6755, 4.4511, 33.9103
Si, 7.6026, 4.3832, 33.4394
Si, 1.9153, 7.7791, 33.6567
Si, 5.7224, 7.7288, 33.5099
Si, 9.6076, 7.8509, 33.9375
Si, -0.0659, 11.0915, 33.8119
Si, 3.8327, 11.0895, 33.5606
Si, 7.6338, 11.1703, 33.3731
Si, 1.9359, 1.1061, 36.0939
Si, 5.8279, 1.1166, 36.0619
Si, 9.6985, 1.1, 35.9253
Si, -0.0469, 4.4751, 36.0038
Si, 3.8538, 4.4665, 36.1839
Si, 7.7262, 4.4494, 35.9141
Si, 1.9354, 7.8147, 36.0245
Si, 5.7845, 7.8115, 35.9474
Si, 9.6716, 7.812, 36.2071
Si, -0.0107, 11.1543, 36.12
Si, 3.8739, 11.1415, 35.9767
Si, 7.7069, 11.172, 35.8886
Si, -0.0231, 0.0106, 5.0952
Si, 3.8726, 0.0137, 4.9871
Si, 7.7376, -0.0031, 5.1679
Si, 1.9398, 3.366, 5.043
Si, 5.8207, 3.3563, 5.1028
Si, 9.7004, 3.3686, 5.2606
Si, 0.0022, 6.7063, 5.0925
Si, 3.8919, 6.685, 5.1137
Si, 7.7395, 6.6927, 5.2842
Si, 1.9309, 10.0458, 5.0176
Si, 5.7977, 10.0218, 5.1292
Si, 9.6457, 10.0689, 5.2615
Si, -0.0747, 0.0847, 7.441
Si, 3.8734, 0.0531, 7.2701
Si, 7.7465, 0.0502, 7.566
Si, 2.0487, 3.414, 7.3497
Si, 5.9581, 3.395, 7.4503
Si, 9.8887, 3.4623, 7.7513
Si, 0.0824, 6.8122, 7.4311
Si, 4.0002, 6.6671, 7.4696
Si, 7.8132, 6.7103, 7.8369
Si, 1.9213, 10.0534, 7.3153
Si, 5.75, 9.9753, 7.4985
Si, 9.5581, 10.1729, 7.7682
Si, 0.3002, 2.2443, 8.3503
Si, -0.0969, 1.7986, 13.9257
Si, 7.8442, 1.8544, 10.6626
Si, 7.3908, 3.7642, 12.0837
Si, 3.5377, 5.5009, 12.0938
Si, 13.2261, 1.7598, 10.3411
Si, 0.0048, 9.0717, 8.2106
Si, 3.7582, 8.8897, 8.2086
Si, 4.5636, 9.0117, 12.0208
Si, 1.8929, 12.3115, 7.8479
Si, 5.7275, 12.241, 8.0828
Si, 9.6678, 12.4813, 8.559
Si, 3.9611, 2.5529, 10.3535
Si, 4.6646, -1.0522, 10.1423
Si, 11.841, 0.65, 11.924
Si, -0.4546, 0.2426, 16.6502
Si, 5.8318, 5.4811, 8.5314
Si, 7.5874, 8.9727, 8.6232
Si, -1.9879, 13.5077, 10.8962
Si, 8.7659, 11.083, 12.5723
Si, 8.6665, 9.6964, 15.2339
Si, 2.3896, 12.9254, 9.967
Si, 7.1183, 7.1722, 15.0325
Si, 12.1999, 8.7495, 10.4513
Si, 2.0256, 5.6362, 8.1749
Si, 9.9326, 5.7685, 8.6156
Si, 6.9395, -4.4111, 11.074
Si, 5.2834, 4.5239, 10.8211
Si, 5.1026, -0.06, 12.8863
Si, 6.8029, -1.0392, 17.817
Si, -3.7326, 2.318, 8.3413
Si, 1.958, 6.1245, 10.4854
Si, 11.7938, 10.1896, 12.2388
Si, 5.6174, 14.3531, 10.8898
Si, 2.385, 17.2022, 14.3811
Si, 2.9592, 8.3515, 10.3694
O, 19.7108, 8.2105, 27.7475
O, 10.2367, 20.1126, 12.1218
O, -1.5408, 4.3044, 25.5604
O, 1.418, 8.6676, 18.9389
O, -9.0107, 2.5819, 23.0518
O, 18.0299, -0.2795, 13.8333
O, -3.3058, 5.0929, 11.7386
O, 4.0185, 14.3477, 13.6274
O, -2.4688, 17.1333, 21.2844
O, -14.9243, -1.3396, 18.4686
O, -2.7702, 12.6347, 12.0908
O, -4.3572, 6.632, 16.5763
O, 13.7898, 21.1215, 23.3651
O, -7.7614, -17.0338, 18.8575
O, 15.1149, -2.2414, 26.1414
O, -0.0369, 13.1478, 20.0472
O, 5.3993, 4.5877, 25.9127
O, 20.3698, 9.3235, 25.4195
O, -12.8599, 12.2394, 16.6115
O, 6.9768, 13.8866, 23.4326
O, -1.6718, 8.5922, 20.7329
O, 31.4267, -6.2263, 19.0492
O, -9.9613, 11.1709, 19.5375
O, 4.1722, 5.8171, 27.8905
Si, 9.5331, 11.3371, 17.6935
Si, 4.9376, 14.6934, 18.9702
Si, 3.8169, 15.2343, 23.8141
Si, -4.2064, 8.2284, 29.236
Si, 1.942, 10.8124, 26.2165
Si, 2.4158, 9.7395, 19.6329
Si, 11.6867, 11.5197, 19.9275
Si, 6.8432, 0.4736, 15.2078
Si, 6.0199, 11.2492, 21.3717
Si, -0.7861, 17.373, 24.1674
Si, 11.3833, 7.6341, 26.9213
Si, -6.1288, 17.6512, 19.4547
Si, 9.7094, 2.8188, 17.7161
Si, -4.7402, 6.9204, 18.1528
Si, 1.7894, 20.028, 15.4601
Si, 10.5375, 9.4953, 21.9606
Si, 3.9203, 0.1404, 21.4337
Si, 5.4653, 9.7748, 18.7571
Si, -0.4617, 6.6227, 10.6949
Si, -1.8547, 7.358, 19.654
Si, -0.0931, 22.1059, 14.9188
Si, 5.6379, 8.9628, 23.4679
Si, 13.2119, 25.419, 11.9717
Si, 2.3054, 14.4241, 17.4028
Si, 0.8841, 3.0795, 19.0653
Si, 17.2026, 12.4329, 32.6764
Si, 3.0443, 7.9602, 21.991
Si, 4.8226, 17.784, 27.4135
Si, 9.4829, 18.6406, 21.7981
Si, -4.8369, 13.3609, 29.1611
Si, 0.5695, 21.4419, 17.7234
Si, -2.8393, 16.224, 14.7664
Si, -2.5683, 9.3514, 27.0323
Si, 2.1473, 30.887, 23.4677
Si, -10.722, 14.3717, 20.7014
Si, -3.5711, 2.9619, 20.3832
Si, 1.0691, 7.4166, 29.7707
Si, 7.0132, 12.8271, 24.6774
Si, 4.9741, 4.4389, 24.3566
Si, 15.5796, 11.348, 12.2334
Si, 11.8131, 15.712, 32.8047
Si, 2.6311, 5.1605, 20.6577
Si, -7.4961, 15.0263, 15.0973
Si, -2.9615, 6.5277, 12.4451
Si, 7.8745, 0.2671, 22.0712
Si, 3.9883, 2.2812, 8.0488
Si, 4.098, 1.6654, 26.7263
Si, 4.244, 7.2273, 13.6369
O, -3.8686, 7.6871, 11.7269
O, -5.6149, 18.8077, 23.5529
O, -18.6216, 12.0493, 21.1955
O, -9.8932, 23.6198, 27.7488
O, 1.7811, 15.9285, 17.7858
O, 6.0984, 17.3701, 28.359
O, 26.7364, 14.0636, 18.4069
O, 7.6418, 16.9213, 13.7487
O, 0.9962, 13.4428, 17.4099
O, -12.186, 3.5404, 18.4263
O, 3.3888, -8.5354, 24.2202
O, -0.2182, 0.689, 15.1173
O, -8.4772, 7.3908, 14.8653
O, -8.7288, 6.7802, 20.8519
O, 16.6909, 2.889, 23.8235
O, 0.2836, -4.2914, 16.4804
O, 17.1379, 25.632, 25.0129
O, 17.5161, 10.7816, 27.2104
O, -16.3297, 7.9279, 23.6914
O, -2.4739, 3.4471, 16.2813
O, 16.1682, 8.1382, 22.5475
O, 1.5177, 20.2783, 17.0558
O, 9.4382, 0.1787, 22.5679
O, 19.61, 2.3716, 27.198
O, -1.4109, 1.2868, 17.451
O, 3.7356, 3.2074, 15.0782
O, 10.6176, -2.4796, 18.8355
O, 4.7981, 28.0342, 20.5973
O, 10.5545, -8.2969, 23.0101
O, -1.7068, 8.7237, 14.7762
O, -3.1013, 16.2393, 18.816
O, 12.0946, 20.9794, 25.4472
O, -12.7784, 11.2961, 25.1082
O, -0.8338, 7.5021, 18.3773
O, 7.7734, 14.8795, 21.0026
O, -4.9343, 3.8446, 20.4795
O, -3.436, 16.4873, 29.6822
O, -8.8034, -9.1546, 12.8874
O, 8.8932, -3.2774, 16.7983
O, -1.4362, 10.3936, 12.1145
O, 0.219, 14.6637, 22.1668
O, -3.3913, -12.077, 15.0454
O, 2.6107, 22.7269, 21.207
O, 14.5464, 14.2699, 15.9324
O, -7.5037, 0.4605, 23.0204
O, -29.6161, 2.8779, 18.5488
O, 11.4899, -4.6645, 23.0504
O, 23.6875, 33.9968, 14.6454
O, 32.5224, -3.3608, 22.8865
O, 7.2826, 12.3005, 21.3671
O, -3.0188, 10.9596, 14.1953
O, -14.7697, -8.4769, 27.5943
O, 1.8703, 4.799, 22.0478
O, 19.5244, -1.8254, 24.2832
O, -3.3845, 19.4724, 22.3994
O, 5.8653, -15.7772, 17.7676
O, -0.9666, 9.0682, 27.2755
O, 6.1266, 0.2614, 18.5347
O, 5.966, 21.6939, 18.2624
O, -5.6212, 32.3941, 18.6415
O, -14.6459, -2.5976, 27.6722
O, 15.3583, 3.1184, 27.4523
O, 10.1627, 16.1571, 13.9237
O, -22.006, 2.7209, 14.2851
O, 1.0954, 25.5901, 26.0705
O, -9.2426, 13.6899, 20.9877
O, 13.4845, -8.36, 15.2881
O, -4.7041, -3.5767, 29.4848
O, 27.3247, 4.572, 20.3216
O, -1.4213, -6.8292, 26.8354
O, 3.2842, 14.9438, 25.3267
O, 5.1568, 9.4947, 24.9488
O, 17.2575, -6.5775, 14.4015
O, -13.4675, 14.3185, 29.6276
O, -17.0322, 36.9453, 20.1759
O, -9.9988, 4.4933, 19.5552
O, 17.7082, 7.2453, 29.1066
O, -5.5626, 10.3419, 22.7095
O, -7.7367, 0.3181, 27.5845
O, -13.0857, 6.0237, 20.5187
O, 0.5463, 9.7096, 13.7973
O, 11.342, 10.7723, 21.3409
O, -17.5922, 14.8423, 15.7074
O, 7.5301, 23.7576, 11.7833
O, 0.8296, 4.0157, 24.4143
O, -3.8749, 13.4801, 25.9853
O, -10.036, 9.8485, 24.9496
O, 12.4346, -6.1305, 28.1131
O, -3.4894, 19.4449, 25.1234
O, -0.4653, 0.3685, 24.6528
O, 7.3086, 22.2007, 15.0735
O, 8.262, -20.2907, 14.0466
O, 7.099, 12.6944, 16.2677
O, 10.4787, 13.0546, 27.2294
O, 5.6827, 28.466, 26.3448
O, 10.1817, 2.5569, 23.6948

Results
free energy: -220803.357 eV
free energy less fixed offsets of O -568.88, Si -635.61 eV per atom: 8.643 eV

Forces (eV/angstrom), in the order of the atoms: element, x, y, z
Si, -0.0291, -0.0045, -0.0335
Si, -0.0077, 0.0125, 0.0334
Si, 0.0102, -0.0885, -0.0384
Si, 0.0153, 0.0086, -0.018
Si, -0.0503, 0.0058, -0.0168
Si, -0.0003, -0.0709, 0.018
Si, 0.0074, 0.0369, 0.0795
Si, -0.004, 0.0635, 0.001
Si, -0.0408, -0.0389, -0.0085
Si, 0.034, 0.0266, 0.0428
Si, 0.0016, -0.0053, 0.013
Si, 0.0045, -0.0153, 0.0178
Si, -0.1157, 0.0132, -0.0248
Si, 0.1519, 0.0562, -0.0265
Si, -0.0931, 0.152, 0.0018
Si, -0.0706, 0.0026, -0.0047
Si, 0.0904, 0.009, 0.0182
Si, 0.1299, 0.1014, -0.0368
Si, 0.0724, -0.1152, -0.0279
Si, 0.1395, -0.0854, 0.0027
Si, -0.1217, 0.0858, -0.055
Si, -0.1721, -0.0057, -0.0123
Si, 0.0797, -0.0777, -0.0084
Si, 0.033, 0.0065, -0.026
Si, -0.2564, 0.1081, -0.3837
Si, 0.4101, 0.1158, -0.2735
Si, -0.1936, 0.359, 0.1618
Si, -0.2145, 0.0252, -0.1315
Si, 0.2499, 0.0265, -0.3629
Si, 0.4288, 0.2095, 0.4956
Si, 0.1855, -0.2153, -0.2452
Si, 0.3232, -0.2214, 0.0838
Si, -0.3203, 0.185, 0.6788
Si, -0.4269, 0.0202, 0.107
Si, 0.2213, -0.1276, -0.3768
Si, 0.0266, -0.0494, 0.3109
Si, -0.1804, 0.0548, 0.2663
Si, 0.1805, -0.2562, -0.1238
Si, 0.4009, -0.2077, -0.3402
Si, -0.5506, -0.0118, 0.2539
Si, 0.3532, 0.0242, 0.0986
Si, -0.2282, -0.2129, -0.4355
Si, 0.3246, -0.2003, 0.3136
Si, 0.042, 0.3227, 0.2993
Si, -0.5127, -0.344, -0.2099
Si, 0.216, -0.0952, 0.0372
Si, 0.0743, -0.0771, -0.487
Si, -0.5249, 0.3867, 0.2183
Si, -0.0817, 0.0543, 0.0135
Si, 0.0787, -0.0761, 0.0214
Si, 0.1592, -0.0839, 0.0291
Si, -0.222, 0.0286, 0.0081
Si, 0.1218, 0.0213, 0.005
Si, -0.1126, -0.114, 0.0211
Si, 0.1269, -0.069, -0.0016
Si, 0.0307, 0.1342, 0.0075
Si, -0.1934, -0.1355, 0.0053
Si, 0.0826, 0.0138, 0.0225
Si, 0.048, -0.0212, 0.0284
Si, -0.2066, 0.1395, 0.0374
Si, 0.0275, -0.0067, 0.0446
Si, 0.0168, -0.0059, -0.0989
Si, -0.0043, 0.0753, 0.0065
Si, -0.0045, -0.0105, 0.0498
Si, 0.027, 0.0002, 0.0468
Si, 0.0118, 0.0678, -0.0862
Si, -0.0061, -0.0406, -0.0907
Si, 0.0032, -0.0619, 0.03
Si, 0.0349, 0.0476, -0.011
Si, -0.0372, -0.0248, -0.0263
Si, 0.0067, 0.0146, -0.0434
Si, -0.0103, 0.0075, 0.0743
Si, 0.006, 0.0088, 0.0037
Si, -0.1354, 0.0973, 0.0955
Si, 0.0034, -0.0033, 0.0143
Si, 0.0004, -0.0063, -0.0062
Si, -0.0071, 0.011, 0.0159
Si, -0.0124, 0.0238, -0.0073
Si, 0.0163, 0.0023, 0.0016
Si, -0.0508, 0.0039, -0.0346
Si, -0.0097, -0.0015, 0.0118
Si, 0.0078, -0.0028, -0.0039
Si, -0.0086, 0.0034, 0.0048
Si, -0.0231, -0.0184, 0.0142
Si, -0.0019, -0.0191, -0.0855
Si, 0.0048, 0.0072, 0.0136
Si, -0.0425, 0.0079, -0.0568
Si, 0.0027, 0.0022, 0.0049
Si, 0.4345, 0.0645, -0.3862
Si, 0.0108, 0.0095, 0.013
Si, -0.0153, 0.0189, -0.0075
Si, -0.0303, 0.0527, -0.0566
Si, 0.0067, 0.0197, 0.0086
Si, 0.0018, 0.0043, -0.016
Si, -0.0034, 0.0004, 0.0074
Si, 0.0107, 0.0098, -0.0043
Si, 0.0061, 0.0119, -0.0385
Si, 0.0204, -0.0043, -0.0077
Si, 0.0044, 0.0064, -0.0041
Si, 0.0189, 0.0024, -0.016
Si, -0.0001, -0.0132, -0.01
Si, 0.0191, 0.0066, 0.0153
Si, 0.0035, -0.0048, -0.0102
Si, -0.0247, -0.0085, -0.0351
Si, 0.0086, -0.0022, 0.0124
Si, 0.1225, 0.0443, -0.1189
Si, 0.0102, 0.0136, 0
Si, 0.0154, 0.0147, 0.043
Si, -0.0038, -0.0007, 0.0072
Si, -0.0094, 0.0023, 0.0012
Si, -0.0162, 0.016, 0.0031
Si, 0.0191, -0.0093, -0.0222
Si, 0.0071, 0.0025, 0.0312
Si, 0.0034, -0.0078, 0.0009
Si, -0.0038, 0.009, 0.0108
Si, -0.0098, 0.016, 0.0018
Si, -0.0164, -0.011, 0.0032
Si, 0.0001, -0.0023, 0.0029
Si, 0.0077, -0.0009, 0.0065
Si, 0.0039, 0.0043, 0.0037
Si, -0.0021, -0.0002, 0.0074
Si, 0.0022, -0.0005, -0.0003
Si, 0.007, -0.0031, 0.0035
Si, 0.0008, -0.0042, 0.0162
Si, -0.0039, -0.0022, -0.0065
Si, 0.0036, 0.0088, 0.0002
Si, -0.0003, -0.0014, -0.0008
Si, 0.0031, -0.0034, 0.0018
Si, 0.0043, 0.0008, 0.0033
Si, 0.0026, 0.0048, 0.0033
Si, -0.005, 0.0007, -0.0011
Si, 0.0083, 0.0022, 0.0023
Si, -0.0006, 0.0008, 0.0006
Si, -0.0074, -0.003, -0.0104
Si, 0.0031, 0.0002, -0.0019
Si, -0.0009, -0.0022, 0.0035
Si, -0.0027, 0.0002, -0.0112
Si, 0.0014, 0.0035, -0.0047
Si, -0.0022, -0.0021, -0.0071
Si, 0.0076, -0.0002, -0.0005
Si, 0, -0.0006, -0.0007
Si, 0.0051, 0.0076, 0.0029
Si, 0.0022, 0.0002, 0.0029
Si, 0.0004, -0.002, -0.0007
Si, -0.0064, -0.0071, -0.0015
Si, 0.005, 0.0045, 0.0172
Si, 0.0033, 0.0047, -0.0066
Si, -0.0017, 0.0063, -0.0039
Si, -0.0035, -0.0002, 0.0098
Si, -0.007, -0.0077, 0.0054
Si, -0.0049, 0.0005, -0.0143
Si, -0.0136, 0.0148, -0.0015
Si, -0.0087, 0.0073, -0.0053
Si, 0.006, -0.0057, -0.0105
Si, -0.0034, 0.0128, -0.0005
Si, 0.0003, 0.0009, 0.0006
Si, 0.0011, 0.0019, -0.0013
Si, 0.0025, 0.0043, 0.006
Si, 0.0038, 0.0198, 0.0066
Si, -0.0101, -0.017, -0.0404
Si, -0.0301, 0.0591, -0.0545
Si, -0.0169, 0.042, 0.0142
Si, 0.0202, 0.0066, 0.0072
Si, 0.0005, 0.0006, -0.0076
Si, -0.0075, -0.0098, 0.0085
Si, -0.0066, -0.0013, -0.0007
Si, -0.0065, -0.0214, 0.0155
Si, -0.0015, -0.0028, -0.0003
Si, -0.0051, 0.0058, -0.0026
Si, -0.0423, 0.0376, -0.0555
Si, -0.0065, 0.0024, 0.016
Si, 0.0014, 0.0015, 0.0179
Si, -0.0038, -0.0043, 0.0038
Si, 0.0006, -0.0017, -0.0098
Si, 0.0291, 0.0186, -0.0178
Si, 0.0095, 0.001, -0.0121
Si, 0.0057, 0.0012, 0.0007
Si, 0.0731, -0.0743, 0.0021
Si, 0.0077, -0.008, 0.0054
Si, -0.0254, 0.0325, 0.0298
Si, 0.015, -0.002, 0.0253
Si, 0.0153, 0.0035, 0.0073
Si, 0.0028, -0.0084, 0.011
Si, 0.0005, -0.0065, 0.0042
Si, -0.0203, 0.0196, -0.0336
Si, -0.0024, 0.0028, 0.0079
Si, 0.001, -0.0044, 0.0044
Si, 0.0555, -0.0087, 0.0099
Si, -0.01, -0.0061, -0.0541
Si, 0.0176, -0.0258, 0.0525
Si, -0.0454, -0.0621, 0.0353
Si, -0.0105, -0.0327, -0.0305
O, -0.002, -0.0067, 0.0067
O, -0.0209, -0.004, 0.0199
O, -0.0025, 0.001, 0.0006
O, 0.0003, 0.0021, -0.0034
O, 0.0097, -0.0017, 0.0056
O, 0.0048, 0.0039, -0.0085
O, 0.0061, 0.012, 0.0104
O, 0.0068, -0.0084, -0.0224
O, -0.0037, 0.0031, -0.0005
O, -0.0027, 0.0009, 0.0044
O, -0.0224, -0.0265, 0.0176
O, -0.0025, 0.0057, -0.0053
O, -0.0013, 0.0037, 0.0012
O, 0.0037, -0.0012, -0.0015
O, -0.0236, -0.0039, -0.0013
O, -0.0032, -0.0028, -0.0026
O, -0.0108, 0.0134, -0.0061
O, 0.0006, -0.0018, -0.0049
O, -0.0002, 0.0035, -0.0041
O, 0.002, -0.0017, -0.001
O, -0.001, 0.0013, -0.0017
O, -0.0016, 0.0021, -0.0018
O, 0.0007, -0.0019, -0.0017
O, -0.0059, 0.0041, -0.0078
Si, 0.0087, -0.0004, 0.0025
Si, -0.014, 0.0036, 0.0047
Si, 0.0045, -0.0071, 0.0021
Si, -0.0319, 0.0156, -0.0165
Si, 0.0073, -0.0083, 0.0026
Si, -0.0044, 0.0072, 0.007
Si, 0.0038, 0.0096, 0.0067
Si, -0.0046, 0.0071, 0.0019
Si, -0.0025, 0.0053, 0.0107
Si, -0.0005, 0.0003, -0.0014
Si, -0.0098, 0.0004, -0.0142
Si, -0.0064, -0.0041, 0.0046
Si, 0.0026, 0.0092, 0.0108
Si, 0.0009, -0.0034, 0.0057
Si, -0.0168, -0.0065, 0.014
Si, 0.0023, 0.004, 0.0043
Si, -0.0058, 0.0014, -0.0019
Si, -0.004, -0.0004, 0.0029
Si, 0.0174, 0.0065, 0.0051
Si, 0.0042, -0.0041, 0.0052
Si, 0.0006, -0.0102, 0.0112
Si, -0.0021, 0.0084, 0.0115
Si, -0.0101, -0.0018, -0.0119
Si, -0.008, 0.005, 0.0296
Si, -0.0045, 0.0021, 0.0092
Si, -0.0013, -0.0145, -0.0018
Si, -0.0002, -0.0032, -0.0006
Si, 0.0082, -0.0212, 0.0005
Si, 0.0057, -0.008, -0.0005
Si, 0.0129, 0.0158, -0.0031
Si, -0.0007, -0.0031, 0.0126
Si, -0.0011, -0.0024, 0.0115
Si, 0.006, 0.0128, 0.0006
Si, -0.0049, 0.0049, -0.001
Si, -0.001, -0.0053, 0.007
Si, 0.0038, -0.0011, 0.0056
Si, 0.0103, 0.011, -0.0022
Si, -0.0139, -0.0062, -0.0017
Si, 0.0061, -0.003, 0.011
Si, -0.0009, 0.0265, 0.0285
Si, -0.0155, -0.0177, 0.0218
Si, -0.0123, 0.0049, -0.0041
Si, 0.0133, -0.021, 0.0057
Si, 0.0083, 0.004, -0.0123
Si, 0.0019, 0.0035, 0.0055
Si, -0.006, -0.0048, -0.004
Si, 0.0108, -0.181, 0.0739
Si, 0.0098, -0.0128, -0.0499
O, -0.0017, 0.0014, -0.0031
O, -0.0053, -0.0027, 0.0001
O, 0.0076, -0.0038, -0.0032
O, 0.0005, -0.0011, -0.0215
O, 0.0098, 0.005, -0.0181
O, -0.0016, 0.0092, -0.0005
O, 0.0097, -0.0003, 0.0027
O, 0.0059, -0.0049, 0.0224
O, -0.0133, -0.0053, -0.0058
O, -0.0126, 0, -0.007
O, 0.0009, 0.0018, -0.0002
O, 0.0025, 0.0037, -0.0132
O, -0.0075, 0.0051, 0.0237
O, 0.0002, -0.0002, 0.0008
O, -0.0123, 0.0033, -0.0061
O, 0.0002, 0.0011, -0.0058
O, 0.0175, 0.0078, -0.0095
O, -0.0069, -0.014, -0.0057
O, -0.0001, 0.0018, -0.0024
O, -0.004, -0.0002, -0.0097
O, 0.0033, 0.0026, -0.0023
O, 0.0058, 0.0018, -0.0104
O, 0.0022, 0.0017, 0.0002
O, -0.0397, -0.0128, -0.0026
O, 0.0011, -0.0103, -0.0074
O, 0.059, -0.0007, 0.0574
O, -0.0007, -0.0015, -0.0007
O, 0.0032, 0.0026, -0.0022
O, 0.0014, 0.0014, 0.0019
O, -0.003, 0.0001, 0
O, -0.0039, 0.0026, 0.0007
O, -0.0006, -0.0014, 0.0006
O, 0.0005, 0.0009, -0.0019
O, -0.0023, 0.0019, -0.0006
O, 0.0013, 0.0007, -0.0034
O, 0.0007, 0.0021, -0.0042
O, 0.0098, 0.0114, -0.0166
O, 0.0266, -0.0443, -0.1044
O, -0.0026, 0.0009, -0.0009
O, -0.0137, 0.0139, 0.0159
O, -0.0114, -0.0072, 0.0132
O, 0.0103, 0.0132, -0.0008
O, 0.0001, -0.0021, -0.0018
O, -0.0055, -0.0133, -0.015
O, 0.0011, 0.0046, 0.0005
O, 0.0019, 0.0051, -0.0025
O, -0.0008, 0.0006, -0.0013
O, 0.0028, -0.0025, 0.0008
O, -0.0037, 0.0013, -0.0002
O, -0.0017, -0.0031, -0.0039
O, 0.0012, 0.0028, 0.0004
O, -0.0011, -0.0034, -0.0032
O, 0.0054, -0.0007, 0.0015
O, 0.0038, 0.0055, 0.004
O, -0.0024, 0.0025, -0.0005
O, -0.0004, -0.0005, -0.0018
O, -0.0013, -0.0004, 0.001
O, 0.0057, -0.003, -0.0015
O, 0, 0.001, -0.0019
O, 0.0029, 0.0077, -0.0032
O, 0.0166, -0.0131, -0.0085
O, 0.0337, -0.0551, -0.0251
O, -0.0029, -0.0005, -0.0041
O, -0.0183, -0.0095, 0.0019
O, -0.0047, 0.0001, 0.0029
O, 0, 0.0027, -0.0015
O, -0.0413, 0.0971, 0.0479
O, 0.0017, -0.0393, 0.0232
O, 0.0048, 0, -0.0012
O, 0.0029, 0.0054, 0.0016
O, 0.0353, -0.0092, 0.071
O, -0.0023, -0.001, -0.0074
O, 0.0054, 0.0098, 0.009
O, 0.0337, -0.0045, 0.0039
O, -0.0001, 0.0005, -0.0033
O, 0.0104, 0.0119, 0.0097
O, 0.0065, -0.0012, 0.0095
O, 0.0001, -0.0022, -0.0051
O, -0.2941, 0.0622, 0.3482
O, -0.0039, 0.0073, -0.0037
O, 0.0054, 0.0006, 0.0191
O, -0.002, -0.0029, -0.0029
O, -0.0036, -0.0043, -0.013
O, 0.0101, 0.0088, 0.0038
O, 0.0019, 0.0012, -0.0019
O, -0.0267, 0.0158, 0.0123
O, -0.0026, 0.0012, -0.003
O, 0.0004, -0.0057, 0.0017
O, -0.0005, 0.0022, -0.0013
O, -0.0035, 0.0022, -0.0011
O, -0.0046, -0.0006, 0.0007
O, -0.0049, 0.0021, -0.0033
O, 0.0014, -0.0063, -0.0004
O, 0.0128, -0.0041, 0.0134
O, -0.0551, -0.0861, 0.1333
O, 0.0078, -0.0137, -0.0074

The program warned: the cutoff lies below the one the program advises for these potential files; the forces do not sum to zero within the program's tolerance; the exchange-correlation potential is rough where the density is thin.
